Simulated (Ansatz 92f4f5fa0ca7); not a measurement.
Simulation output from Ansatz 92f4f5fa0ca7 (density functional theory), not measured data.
Periodic cell of 186 atoms, Si104O82, from a study of silicon, its oxide and their interface. The atomic structure is a simulated model.

Settings: functional r2SCAN; potential files Ansatz norm-conserving; basis plane waves; wave-function cutoff 1300 eV; density cutoff ratio 4; exchange-correlation grid ratio 1; k mesh 2 x 2 x 1, shifted by 0.5 0.5 0.5 of a step; self-consistency stop 5e-08 eV per atom in the density residual; occupations Fermi-Dirac, 0.05 eV; spin none; net charge 0.

Cell vectors (angstrom)
a 11.5403 0 0
b 0 11.5403 0
c 2.243 -4.7138 25.0913

Atoms and the computed forces on them: element, x, y, z (angstrom), force x, y, z (eV/angstrom)
Si 3.1372 1.68 1.0374 -0.1691 0.2736 -0.6836
Si 3.0763 4.8186 1.3528 0.1521 -0.1405 -1.0666
Si 3.0625 7.8473 0.6908 0.0118 -0.0588 -0.4669
Si 6.7018 1.7834 0.757 -0.2577 0.2545 -0.6675
Si 6.8647 4.7974 1.3808 -0.1347 0.1247 -0.9175
Si 6.8724 7.8293 0.7999 0.0612 -0.3826 -0.3529
Si 10.8865 0.3903 0.6416 0.2542 -0.1304 -0.2513
Si 10.6582 4.6979 1.1155 -0.0327 -0.16 -0.3028
Si 10.9361 8.6896 0.7611 0.0355 0.4459 0.0494
Si 5.0061 1.11 2.3103 0.1118 0.0309 -0.1448
Si 4.9522 4.8164 2.6712 0.0421 -0.0996 -0.1113
Si 4.9699 8.4634 2.0701 -0.0724 -0.042 -0.2361
Si 8.7771 0.9104 1.8606 0.0839 0.0783 -0.1857
Si 8.8358 4.5947 2.5471 0.1621 0.1633 -0.1592
Si 8.8755 8.3886 2.0458 0.018 0.0465 -0.3959
Si 12.6897 0.9528 2.1206 0.0597 0.0287 -0.2128
Si 12.6047 4.8196 2.4561 -0.2344 -0.1151 -0.1706
Si 12.7888 8.4783 2.1782 0.106 -0.0065 -0.2661
Si 4.9611 2.8259 3.8325 0.0189 0.0172 0.3802
Si 4.9626 6.8189 3.7564 0.0158 0.2387 0.3732
Si 4.9996 10.5007 3.4136 -0.0768 -0.0737 -0.1233
Si 8.8379 2.603 3.6501 -0.0694 -0.1756 0.0089
Si 8.8897 6.6345 3.6635 0.1042 0.1471 0.1342
Si 8.7629 10.4724 3.3292 0.2034 -0.1508 -0.1643
Si 12.6076 2.784 3.6395 -0.0494 -0.2326 0.1253
Si 12.6816 6.7221 3.7206 -0.0735 0.1633 0.2376
Si 12.8001 10.5176 3.4651 -0.0877 0.0973 0.0164
Si 2.9827 2.7639 5.0682 0.0962 -0.0771 -0.0381
Si 3.037 6.7446 5.0919 0.0791 0.0122 -0.033
Si 3.1237 10.5195 4.9079 -0.0752 -0.0274 -0.0438
Si 6.9363 2.7825 5.0443 -0.224 -0.1162 0.0347
Si 6.9411 6.7073 5.0186 -0.0712 0.0127 -0.0551
Si 6.9086 10.4615 4.8214 0.1518 0.0101 -0.0354
Si 10.7358 2.7278 5.0388 0.1224 0.079 0.0202
Si 10.7756 6.6639 5.0533 0.0328 0.0536 0.0449
Si 10.7608 10.5184 4.7824 -0.0921 0.0732 -0.219
Si 3.1159 0.8162 6.4064 -0.1224 0.1006 0.0407
Si 3.0576 4.7408 6.3174 -0.0606 0.0747 0.0538
Si 2.997 8.6835 6.405 0.1006 -0.052 0.036
Si 6.8846 0.805 6.262 -0.0095 0.0581 0.0219
Si 6.8596 4.7519 6.3406 0.2212 -0.0752 0.1195
Si 6.9697 8.627 6.34 -0.048 0.0923 0.0433
Si 10.7205 0.8041 6.3579 0.1368 -0.106 0.0525
Si 10.8106 4.6953 6.3703 -0.1069 -0.0005 0.0232
Si 10.7908 8.6545 6.2583 -0.097 -0.0793 -0.048
Si 5.1001 0.8337 7.7784 0.057 0.0369 0.0372
Si 4.9064 4.7006 7.7416 -0.0994 -0.0473 -0.0118
Si 4.9898 8.6373 7.6514 -0.0471 -0.055 -0.2871
Si 8.7146 0.8473 7.6931 -0.1311 0.1136 -0.1692
Si 8.8185 4.7255 7.617 -0.0346 0.0555 -0.3872
Si 8.9492 8.6385 7.6705 0.1203 0.0259 -0.1252
Si 12.6847 0.786 7.7125 -0.024 -0.0244 -0.2019
Si 12.7829 4.7507 7.7554 0.1129 -0.072 -0.0258
Si 12.5732 8.6312 7.7898 0.0382 0.0722 0.1418
Si 5.0193 2.7765 9.173 0.0661 0.0066 0.0043
Si 4.8946 6.728 8.9761 -0.0718 0.0303 0.2581
Si 5.0548 10.4217 9.1451 0.298 -0.1229 0.2901
Si 8.7109 2.8627 9.0024 -0.3367 0.148 0.2948
Si 8.9232 6.631 8.9181 0.1893 -0.1357 0.2133
Si 8.8281 10.5125 9.0666 -0.0328 0.0149 0.0739
Si 12.8168 2.739 9.0031 0.3122 -0.0627 0.2724
Si 12.7047 6.6709 9.1623 -0.0621 0.0146 0.1607
Si 12.5644 10.5269 9.2357 -0.3106 0.1959 0.3251
Si 3.1466 2.1499 10.5216 -0.0796 -0.0873 0.0361
Si 3.099 7.1628 10.5348 -0.0592 0.2024 0.1608
Si 3.0664 10.4275 10.3659 0.018 -0.0203 0.0221
Si 6.8637 3.547 10.5303 0.0245 0.0336 0.4878
Si 6.9279 6.6716 10.0786 0.0175 0.1052 0.6408
Si 7.005 9.7748 10.4337 0.0482 -0.0597 0.5633
Si 10.7692 2.9055 10.0381 0.0473 -0.0531 0.8421
Si 10.7384 6.0452 10.3601 -0.0268 -0.1078 0.4583
Si 10.5797 11.3494 10.47 0.1606 -0.1159 0.4583
Si 10.9925 -0.863 17.2476 -0.0055 0.0572 -0.1162
Si 6.6559 7.7136 18.8773 0.0244 -0.2637 0.1593
Si 0.7591 5.0271 14.3905 -0.081 -0.013 0.2265
Si 7.9383 2.8901 16.0751 -0.0929 0.1221 -0.0823
Si 8.5859 11.0907 12.6446 0.032 -0.127 0.2026
Si 3.4752 5.0955 15.4797 -0.2006 -0.053 0.0311
Si 10.2027 2.1136 17.7603 0.1174 0.1177 -0.0165
Si 8.6393 8.8732 17.323 0.0534 -0.2654 -0.2254
Si 7.5398 1.8528 18.7921 -0.0543 0.023 0.1188
Si -0.9198 7.1115 13.325 -0.0652 0.094 0.257
Si 12.6425 7.9991 22.8702 -0.081 -0.157 -0.1159
Si 4.9763 2.518 20.2318 0.0091 -0.0009 0.0795
Si 12.1578 6.9783 20.1506 -0.1004 -0.0787 0.0557
Si 9.7572 9.5223 14.8165 -0.1077 -0.1511 -0.1473
Si 3.9856 7.1896 17.393 -0.0245 0.019 -0.0093
Si 2.993 4.594 12.5897 -0.1002 -0.0827 -0.1588
Si 13.7625 -1.001 23.5279 -0.0491 -0.1082 -0.2723
Si 11.1769 3.4093 21.8493 0.0298 0.0118 -0.0342
Si 4.8835 9.5961 22.1638 -0.0245 -0.0778 0.0198
Si 6.6201 10.4746 18.4262 -0.0578 0.1262 -0.0061
Si 7.7878 2.5019 13.2183 0.1709 0.0448 0.1638
Si 9.3673 4.7075 14.4689 -0.0329 -0.0047 0.0768
Si 10.5485 6.2631 22.2602 -0.0913 0.1112 -0.0555
Si 3.5906 4.3594 18.2103 0.0382 -0.1745 0.0316
Si 5.6593 6.7939 21.5202 -0.0562 -0.0893 0.0549
Si 12.2419 3.9811 19.0303 -0.0117 0.1177 0.0028
Si 6.8634 8.224 23.6535 0.0836 -0.1362 -0.2986
Si 1.3249 1.8364 23.891 -0.0285 0.0129 -0.1997
Si 8.6445 4.1856 22.8848 0.0119 0.1653 -0.2987
Si 15.6441 -0.3474 19.6173 -0.0208 0.0427 0.0829
Si 5.4941 4.0382 22.7135 -0.0701 0.0924 -0.169
Si 13.4695 9.306 18.4489 -0.1061 -0.026 0.1138
O 6.9084 7.1069 22.4934 -0.236 0.1872 0.0033
O 5.172 3.8841 24.299 0.0422 -0.3293 0.4066
O 3.0157 8.4681 17.5888 0.0451 -0.0846 0.1062
O 6.3408 9.6098 22.9123 -0.1184 -0.4557 0.2337
O 11.868 3.1967 20.4053 -0.0889 0.1488 0.0352
O 11.1382 7.4323 23.2376 0.1495 -0.0663 -0.2264
O 3.1302 6.1915 0.3591 -0.1865 0.1918 0.672
O 15.5464 1.2686 19.8137 0.2129 -0.0207 -0.009
O 4.6412 3.7808 19.2771 -0.1079 -0.0892 -0.0169
O 6.8142 3.4264 0.4542 0.0976 -0.4682 0.5886
O 6.7226 8.5611 -0.6598 0.1341 -0.1666 0.2141
O 3.9106 4.7142 13.9545 -0.2951 0.0739 -0.0547
O 10.8543 -1.2414 0.4359 -0.0824 0.0058 0.1869
O 4.6309 8.0721 21.5792 0.2555 0.134 0.087
O 11.1079 3.5294 0.0132 -0.173 0.4224 0.1603
O 12.7056 -1.9154 22.6506 0.3141 -0.083 0.3105
O 12.2691 5.5979 19.2906 0.0007 -0.1096 0.1006
O 9.8752 9.7237 17.9978 -0.0808 0.0324 -0.2355
O 7.1688 2.3463 14.7351 0.3124 0.1624 -0.1161
O 8.849 3.7354 13.2706 -0.0483 -0.108 0.1599
O 9.9903 10.7171 11.8828 -0.141 0.2021 -0.0869
O 7.1019 3.9802 22.5202 -0.0585 -0.0224 0.1373
O 0.4495 6.5797 14.0237 -0.2479 -0.2909 -0.2
O 1.8394 4.9798 15.5953 0.2213 0.0551 -0.2812
O 6.8934 5.195 10.9108 -0.0092 -0.2919 -0.58
O 10.6938 10.5701 15.6406 -0.1706 -0.1962 0.2239
O 6.5698 2.2724 20.0054 -0.1411 -0.0579 -0.1795
O 6.9995 8.1498 10.9198 -0.0725 0.2436 -0.7012
O 6.7375 2.807 12.0177 0.1724 0.2132 -0.3453
O 9.3691 6.2433 13.9466 0.3706 -0.0281 -0.1756
O 5.5132 7.5994 17.7275 -0.0649 -0.0059 0.1399
O -0.6229 4.2999 14.8279 -0.0593 0.3097 -0.3024
O -0.8983 6.9688 11.717 0.046 -0.297 0.0113
O 7.03 2.5925 17.3985 0.3367 -0.1424 -0.0003
O 7.2519 10.6406 11.8193 0.1672 -0.1635 -0.1826
O 3.9194 6.6243 15.8587 -0.0643 -0.2678 0.2747
O 3.095 8.7992 11.0637 -0.0443 -0.0178 -0.4855
O 9.1233 8.4247 15.847 0.1095 0.4505 0.1602
O 3.3447 3.2492 11.7449 -0.0964 -0.0177 0.0835
O 8.5586 1.1405 12.863 -0.1166 -0.0185 -0.0528
O 3.159 3.3167 0.6131 -0.1309 -0.2764 0.4932
O 3.498 5.9828 18.391 0.1235 -0.0056 -0.227
O 11.7295 2.2603 22.836 0.1228 0.0961 0.1825
O 8.3648 4.4578 15.7494 0.1198 -0.3861 -0.205
O 10.6242 6.9142 20.7503 0.3491 -0.1641 0.208
O 11.5245 4.9316 22.3535 -0.2658 -0.1063 -0.0832
O 4.9483 5.4391 22.0626 0.2308 -0.0231 0.062
O 7.5038 0.232 18.7828 -0.1732 0.0062 -0.1132
O 8.5733 10.337 14.0767 0.2462 0.0813 -0.2276
O 6.0796 1.3657 -0.7365 0.0439 0.1041 0.5296
O 9.1057 2.25 18.9729 -0.0831 -0.1426 -0.2884
O 13.7256 3.6188 18.5182 0.0625 0.2084 -0.0217
O 10.9539 0.6738 17.7791 -0.1454 -0.0529 -0.0361
O 9.5507 3.2783 21.8633 0.1003 0.2509 0.3168
O 11.2055 3.3907 17.9175 -0.0247 -0.1626 0.1128
O 15.2448 -1.5445 23.2063 0.022 0.0104 -0.0043
O 13.0962 7.1952 21.5038 -0.2801 0.1772 0.07
O 9.0811 5.7454 22.6507 0.2267 -0.2707 0.0514
O 8.1393 7.5678 18.1841 -0.2157 0.4352 -0.0437
O 7.3315 9.8527 17.0965 0.1023 -0.0689 0.3978
O 10.7895 1.4247 10.8781 -0.2366 -0.0854 -0.6606
O 10.7443 4.4218 10.8224 0.0514 0.0731 -0.5748
O 14.2408 -1.1467 19.4081 0.1328 -0.0686 -0.1405
O 12.4984 8.2588 19.2342 0.219 0.0552 -0.0549
O 13.7069 0.6084 23.2051 -0.1086 0.0259 0.233
O 5.0563 -0.6309 18.3117 0.1611 -0.077 0.2651
O 3.4382 0.9263 -0.4042 0.083 0.3489 0.2325
O 3.1631 5.976 11.713 -0.0306 0.1338 0.0385
O 6.2908 6.6272 20.0236 -0.0296 0.2723 -0.0201
O 12.4968 10.1431 17.479 -0.1295 -0.0348 0.087
O 3.1022 0.5236 11.0283 0.0762 0.0336 -0.3483
O 13.5355 7.6909 24.1883 -0.3183 0.0302 0.4264
O 4.0455 4.0973 16.6484 -0.1561 0.3625 0.059
O 1.4454 4.3666 13.0694 0.2319 0.2248 0.0945
O 10.0628 5.9587 0.2145 0.2214 -0.3548 -0.1375
O 4.7995 2.8636 21.8152 0.1073 0.1403 -0.0997
O 6.817 6.1828 0.4535 0.1957 0.4008 0.6032
O 11.3358 7.9275 -0.6853 -0.2439 -0.007 0.3844
O 4.8321 -0.8613 20.9705 -0.1047 -0.1039 -0.0478
O 9.3795 2.1532 16.3451 -0.1844 0.0608 0.2335
O 10.5549 8.6695 13.7063 -0.1384 -0.025 0.0776
O 6.6799 9.2336 19.5098 -0.0345 0.0424 -0.3564

Results
free energy: -50298.957 eV
free energy less fixed offsets of O -463.61, Si -117.95 eV per atom: -16.137 eV
pressure: -2.23 GPa
stress xx, yy, zz, yz, xz, xy (GPa, positive in tension): 0.67, 4.26, 1.75, -0.07, -0.03, 0.45
